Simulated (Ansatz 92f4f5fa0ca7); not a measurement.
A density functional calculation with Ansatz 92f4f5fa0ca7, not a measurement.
Periodic cell of 272 atoms, Si165O105B2, from a study of silicon, its oxide and their interface. The atomic structure is a simulated model.

Settings
functional: PBE
potential files: Ansatz PAW
basis: plane waves
wave-function cutoff: 700 eV
density cutoff ratio: 5
exchange-correlation grid ratio: 1
k mesh: 2 x 2 x 1, shifted by 0.5 0.5 0.5 of a step
self-consistency stop: 5e-08 eV per atom in the density residual
occupations: fixed
spin: none
net charge: 0

Cell vectors (angstrom)
a 11.6015 0 0
b 0 13.3963 0
c 0 0 29.8085

Atoms and the computed forces on them: element, x, y, z (angstrom), force x, y, z (eV/angstrom)
Si 11.5477 0.1845 22.8932 -0.016 -0.0162 -0.067
Si 3.9134 0.1551 23.019 0.0401 -0.0171 -0.0541
Si 7.6676 0.1235 23.1299 -0.0233 0.0024 -0.0447
Si 2.0703 3.4566 22.877 0.0094 -0.0181 -0.0573
Si 5.9002 3.6864 22.9828 -0.0059 0.0134 -0.0743
Si 9.758 3.5357 23.0109 -0.01 -0.0137 -0.0583
Si 11.6684 6.8622 23.0556 -0.0096 -0.0054 -0.0493
Si 3.9596 7.0355 23.1706 0.0306 0.0138 -0.065
Si 7.7946 6.8855 23.2236 -0.0068 -0.0174 -0.0489
Si 2.0328 10.2396 23.2302 -0.018 0.0017 -0.0491
Si 5.8585 10.098 23.2815 -0.0427 -0.0275 -0.0498
Si 9.846 10.0898 23.2133 0.0245 -0.0128 -0.0475
Si 11.695 2.3879 23.7441 -0.0121 0.0156 0.008
Si 3.9986 2.4045 23.7469 0.009 0.0048 0.0075
Si 7.7877 2.4153 23.7612 -0.0285 -0.0118 -0.002
Si 2.0342 5.7078 23.6955 0.0164 0.0075 0.0482
Si 5.8359 5.8063 23.9733 -0.0032 -0.0142 -0.0278
Si 9.743 5.7283 23.881 0.0107 0.0038 -0.0025
Si 11.7537 9.028 24.0144 0.0264 -0.0003 -0.0027
Si 3.9044 9.1367 24.1622 -0.0331 0.0033 -0.027
Si 7.8504 9.0845 24.0052 0.0083 0.0284 0.02
Si 1.9118 12.5086 23.7918 0.0014 -0.0011 0.0222
Si 5.777 12.3749 23.9142 -0.0067 0.0103 -0.0111
Si 9.6811 12.3992 23.7766 0.006 -0.0011 0.0138
Si 11.6442 2.2959 26.1647 -0.0038 -0.0028 -0.0231
Si 3.9178 2.307 26.1645 0.0041 0.0085 -0.0262
Si 7.7596 2.3124 26.1734 -0.0091 0.0097 -0.0264
Si 1.9815 5.6222 26.1415 0.0102 0.0237 -0.0301
Si 5.8237 5.6576 26.3141 -0.0057 0.0121 -0.018
Si 9.7135 5.6369 26.2509 -0.0011 0.0075 -0.0132
Si 11.6663 8.9786 26.342 0.0042 0.0285 -0.0005
Si 3.886 9.014 26.451 -0.0251 0.0138 0.0004
Si 7.7942 9.0029 26.3372 -0.0072 0.0189 -0.01
Si 1.9268 12.3842 26.197 0.0004 0.0041 -0.0299
Si 5.801 12.3315 26.2755 0.0023 0.0091 -0.0122
Si 9.6873 12.3463 26.1838 0.0138 0.0104 -0.0198
Si 1.9712 1.1952 27.0123 -0.0034 0.0081 0.008
Si 5.8305 1.1832 27.0174 -0.0002 -0.0038 0
Si 9.6931 1.1803 26.9954 0.0065 0.0021 0.0061
Si 11.651 4.5098 27.0102 0.0017 0.0038 0.013
Si 3.8864 4.5084 27.0309 -0.0174 -0.0033 -0.0006
Si 7.7685 4.5155 27.04 0.0136 -0.0003 -0.0042
Si 1.9657 7.8157 27.0745 -0.0011 -0.0191 -0.008
Si 5.8474 7.8825 27.0864 0.0248 -0.0104 -0.0134
Si 9.716 7.8538 27.0697 -0.0066 -0.0087 -0.004
Si 11.6168 11.2398 27.0351 -0.0016 -0.0093 0.0043
Si 3.8494 11.2674 27.0727 -0.0103 0.0028 -0.0071
Si 7.7628 11.2405 27.0517 0.0138 0.0044 -0.0048
Si 1.9336 1.1164 29.4135 0.0495 0.2012 -0.2112
Si 5.8008 1.1164 29.4135 0.0512 0.1499 -0.2057
Si 9.6679 1.1164 29.4135 0.0768 0.1272 -0.2814
Si 0 4.4654 29.4135 0.1296 0.0635 -0.1997
Si 3.8672 4.4654 29.4135 -0.0664 0.065 -0.1429
Si 7.7343 4.4654 29.4135 0.0631 0.0541 -0.0408
Si 1.9336 7.8145 29.4135 0.0124 -0.1788 0.2699
Si 5.8008 7.8145 29.4135 0.1009 0.0302 0.3946
Si 9.6679 7.8145 29.4135 0.0771 0.0018 0.1244
Si 0 11.1635 29.4135 0.0169 0.174 -0.1124
Si 3.8672 11.1635 29.4135 -0.095 0.2955 0.1893
Si 7.7343 11.1635 29.4135 0.0476 0.1994 -0.0428
Si 0 0 0.3944 -0.0664 -0.1031 -0.1403
Si 3.8672 0 0.3944 0.07 -0.2399 0.2114
Si 7.7343 0 0.3944 -0.1958 -0.2389 0.0658
Si 1.9336 3.3491 0.3944 0.0334 -0.1713 -0.0977
Si 5.8008 3.3491 0.3944 -0.0067 -0.1262 0.1198
Si 9.6679 3.3491 0.3944 -0.0462 -0.085 0.138
Si 0 6.6981 0.3944 -0.1085 -0.0018 0.0674
Si 3.8672 6.6981 0.3944 -0.018 -0.1484 -0.1136
Si 7.7343 6.6981 0.3944 0.0409 -0.0627 0.081
Si 1.9336 10.0472 0.3944 -0.0405 0.0564 -0.0414
Si 5.8008 10.0472 0.3944 0.1251 0.0955 0.029
Si 9.6679 10.0472 0.3944 0.0147 -0.1084 -0.0539
Si 11.5618 -0.0374 2.7484 0.0025 -0.0072 0.0197
Si 3.8653 -0.0677 2.7888 0.0296 -0.0067 -0.0072
Si 7.6752 -0.0888 2.7715 -0.0197 -0.0029 -0.0049
Si 1.9426 3.266 2.7445 0.0059 0.0191 0.0142
Si 5.8126 3.2926 2.7829 0.0128 0.0092 0.0026
Si 9.6494 3.2995 2.7876 -0.0277 0.0004 0.0081
Si 11.5771 6.6471 2.7616 -0.0105 0.0168 0.0103
Si 3.8632 6.6209 2.7419 0.0084 0.0016 0.0191
Si 7.7443 6.6504 2.7664 0.0061 -0.0031 -0.0032
Si 1.9339 10.0113 2.7645 -0.0205 0.0227 0.0011
Si 5.8289 10.0366 2.7714 0.0081 0.0006 -0.0012
Si 9.6874 9.9908 2.7568 -0.0032 0.0003 -0.0046
Si 11.5997 2.1802 3.5356 -0.0139 -0.0192 0.0186
Si 3.8773 2.1501 3.5593 -0.0056 -0.0224 0.0276
Si 7.7258 2.1127 3.569 -0.0015 0.007 0.0113
Si 1.9012 5.4965 3.4845 -0.0059 -0.0183 0.0067
Si 5.8109 5.5367 3.5538 0.0045 -0.0176 0.0125
Si 9.6579 5.5249 3.6138 0.009 -0.0202 0.0208
Si 11.6176 8.8818 3.576 -0.005 -0.0275 0.0179
Si 3.8992 8.8717 3.4337 -0.0056 -0.0169 0.0017
Si 7.7547 8.8805 3.5488 -0.018 -0.0168 0.0177
Si 1.8844 12.2599 3.555 0.0062 -0.053 0.033
Si 5.7649 12.2123 3.7427 0.0167 0.0013 0.0468
Si 9.6284 12.2153 3.5238 0.0126 0.0058 0.0226
Si 11.7572 1.9937 5.9122 0.0348 0.0223 0.0028
Si 3.7208 1.9733 5.9488 -0.031 0.0369 0.0121
Si 7.7091 1.9708 5.9425 -0.0029 -0.0404 0.0158
Si 1.8582 5.4084 5.8229 -0.0108 0.026 0.0166
Si 5.7821 5.4508 5.9209 0.0271 0.0071 0.0044
Si 9.6601 5.4162 6.012 0.0084 0.0232 -0.0168
Si 11.6599 8.8726 5.9594 0.036 -0.0196 -0.0164
Si 3.9092 8.8254 5.751 -0.0028 -0.0091 0.0407
Si 7.7937 8.7815 5.9189 0.0027 -0.0155 -0.006
Si 1.834 12.3758 5.968 -0.0289 0.0345 -0.0497
Si 5.7398 12.1022 6.2559 -0.0258 -0.0145 -0.0788
Si 9.5848 12.1334 5.8806 0.0241 0.0091 0.0297
B 1.9314 1.003 6.0964 -0.0336 -0.0493 0.0353
Si 5.6987 0.9832 6.9673 0.0308 0.0157 0.0421
Si 9.7588 0.9238 6.7099 -0.0521 0.0141 0.0316
Si 11.5898 4.2217 6.7328 -0.0065 0.0139 0.045
Si 3.7993 4.2805 6.5177 -0.0188 -0.0039 0.0383
Si 7.6912 4.1922 6.6087 -0.0065 -0.0202 0.0474
Si 2.0214 7.6491 6.4987 0.0095 -0.0063 0.0464
Si 5.8227 7.7307 6.6794 -0.0158 0.0134 0.0351
Si 9.7579 7.7032 6.749 -0.0145 0.0142 0.0534
Si 11.494 11.1167 6.781 -0.0612 -0.001 0.0229
Si 3.6307 10.9878 6.6593 -0.0312 -0.003 0.0508
Si 7.7758 10.9487 6.8628 0.0741 0.0193 0.0557
O 9.8729 7.8869 8.4189 -0.0257 -0.0255 -0.0022
O 9.8933 0.794 8.37 -0.0048 -0.0001 -0.0657
O 3.0006 10.5762 8.1515 0.0275 -0.0261 0.0481
O 5.8164 7.8867 8.3429 0.0029 -0.0061 -0.0127
O 5.5936 1.1781 8.6558 0.0068 -0.0088 -0.0252
O 3.7389 4.2787 8.1683 0.0264 -0.0012 0.0089
O 7.583 3.7266 8.227 -0.006 0.0067 -0.01
O -0.1166 4.1742 8.4064 0.0126 -0.0171 -0.0052
O 11.1171 11.0934 8.4184 0.0373 0.0043 -0.0135
O 8.1256 10.7446 8.5039 -0.0238 -0.0095 -0.0174
O 2.3259 7.5194 8.108 -0.0318 -0.0055 0.0029
O 11.4157 0.213 21.2138 -0.0022 0.0158 0.0035
O 9.751 3.6372 21.3451 0.0102 0.0088 -0.0073
O 4.1432 7.5392 21.5809 -0.0021 0.0063 0.0171
O 5.9937 4.1733 21.3673 -0.0078 -0.0076 0.0127
O 5.7436 9.7564 21.6463 -0.0032 -0.0009 -0.0081
O 2.1501 3.3852 21.1954 0.0073 0.0042 -0.0044
O 7.3572 13.4502 21.4899 0.038 0.0044 -0.0059
O 4.0053 0.1503 21.3553 -0.0131 0.0137 -0.0005
O 7.7306 6.9457 21.5712 -0.0024 0.0185 0.0098
O 2.1078 10.176 21.5792 -0.0005 0.0126 0.0219
O 11.5593 6.9797 21.3934 0.0216 -0.0024 -0.0045
O 10.1743 9.6652 21.6224 -0.043 0.017 -0.0133
Si 11.5053 6.3297 11.2725 -0.0055 0.008 0.0043
Si 1.5455 10.3479 16.2243 -0.0013 -0.0004 -0.0016
Si 0.0566 3.5335 9.8992 0.0057 0.0072 0.0126
Si 8.0798 12.8624 20.1622 0.0036 -0.0029 0.0079
Si 2.7384 10.5023 9.7517 0.0106 -0.0097 -0.0084
Si 2.5612 10.3912 20.0376 0.0017 0.0052 -0.0185
Si 10.3469 3.7071 19.8265 0.0005 -0.0036 0.0015
Si 0.2278 12.7866 17.0775 0.0019 0.0005 0.0036
Si 10.8124 0.7015 19.7623 -0.0012 0.005 -0.0073
Si 3.1339 7.7253 16.1874 -0.0021 -0.0033 0.002
Si 0.3324 6.4901 19.8889 -0.0028 0.0025 -0.0009
Si 9.3543 2.5167 14.2602 -0.0006 0.0001 -0.0012
Si 2.792 2.4645 10.9791 0.003 0.0007 -0.0014
Si 5.0983 11.9859 15.3498 -0.0025 -0.001 0.0004
Si 4.9353 8.6781 20.7024 0.0052 0.0059 0.0024
Si 3.6053 -0.4343 11.2628 -0.0002 -0.0029 0.0007
Si 5.539 8.8893 14.7463 -0.0013 -0.0025 0.0001
Si -0.2455 11.5032 9.9863 0.0042 -0.0112 0.0249
Si 9.4513 10.0197 20.2072 -0.0014 0.004 0.0088
Si 3.447 0.0482 19.8242 -0.0034 0.0012 -0.0058
Si 7.3967 4.6954 9.5136 -0.0041 0.0134 -0.0061
Si 2.3495 12.3465 14.1477 -0.0027 -0.0044 -0.0002
Si 6.1657 0.5861 10.0928 0.0016 -0.0056 0.0134
Si 2.79 2.9009 19.7528 -0.0014 -0.0016 -0.0035
Si 5.6763 4.4397 13.6025 -0.0016 0.0006 0.0021
Si 7.4421 0.2144 15.5812 -0.0067 0.003 0.004
Si 9.5707 11.3399 15.199 0.0005 -0.0013 0.0005
Si 1.9358 6.5252 13.5108 -0.0072 0.0038 0.0013
Si 2.7912 3.4825 13.9496 -0.0028 -0.0018 0.0064
Si 11.6895 9.1671 18.3947 -0.0083 -0.001 -0.0034
B 10.6091 0.8807 9.539 0.0083 0.0004 0.0309
Si 9.0665 7.2905 9.7062 -0.0019 -0.0051 -0.0031
Si 8.6516 8.5555 14.5257 0.0007 -0.0016 -0.0008
Si 4.7066 7.1698 12.308 -0.0017 0.0014 -0.0053
Si 2.9667 5.6217 18.7238 -0.0032 0.0031 0.0008
Si 2.4313 7.3913 9.7036 -0.0032 -0.0003 -0.0067
Si 6.2321 8.4218 9.8246 -0.005 0.0023 0.0067
Si 4.2444 4.7374 9.6255 0.0004 0.0001 -0.0036
Si 9.335 10.5314 12.2598 -0.0045 -0.0051 0.0038
Si 5.9327 13.0348 17.9541 0.0013 -0.0004 0.0016
Si 7.9744 4.9385 18.3375 0.0007 -0.0022 -0.0043
Si 8.2685 5.4005 15.1664 0.0009 0.0019 0.0012
Si 7.3041 11.0677 9.8976 -0.013 -0.0043 0.006
Si 5.3836 4.2016 19.8473 0.0004 -0.0023 -0.0021
Si 0.7492 1.4687 15.0086 -0.001 0.0008 0.0035
Si 7.5486 7.5257 20.0698 0.0027 0.0071 -0.0064
Si 7.6223 2.7909 11.8153 0.0007 0.0018 -0.0002
O 3.3767 6.0705 10.0442 0.0031 0 -0.0037
O 1.9179 2.6282 15.0448 -0.0174 -0.0105 -0.0129
O -0.5415 13.1243 10.1789 -0.0001 -0.0295 -0.0067
O 8.3601 8.8991 19.8306 0.0065 -0.0086 0.0135
O 2.4101 1.312 19.5131 0.0178 -0.0068 0.0197
O 8.1222 5.3043 16.7719 0.0029 -0.0091 -0.0069
O 2.7306 11.981 19.6865 0.0136 -0.0078 0.0163
O 7.1194 8.7585 15.0359 -0.018 -0.0043 -0.007
O 1.2458 0.1595 14.1483 0.0068 0.008 0.0175
O 4.367 3.769 14.3561 -0.0098 0.0076 -0.0264
O 4.0884 3.4056 10.5879 0.0023 0.0091 -0.0002
O 10.9194 2.0656 14.4571 -0.0048 -0.0026 0.0077
O 11.3175 4.7104 11.0004 0.0089 0.0087 -0.0206
O 10.8095 12 16.0431 0.0021 0.0101 -0.0029
O 8.8953 6.9016 14.7246 -0.0161 -0.0075 0.0044
O 1.6125 3.1364 10.1061 -0.0174 -0.0041 0.0073
O 8.3538 5.9458 9.1504 -0.0037 0.0088 0.0254
O 11.1404 2.2983 19.512 -0.0235 -0.0007 0.0167
O 5.3051 7.6272 10.8753 0.0108 0.0053 -0.0107
O 11.4062 7.5924 18.7797 0.0191 0.0124 0.0187
O 7.8284 8.2379 10.1808 -0.0043 -0.0182 -0.0124
O 10.0555 7.0325 10.9773 0.0035 -0.0101 -0.02
O 9.1894 4.1065 14.6927 -0.0183 -0.0084 -0.0021
O 8.8216 11.4727 20.5097 -0.0052 0.0073 -0.0209
O 10.5493 10.6357 11.1433 0.0042 0.0214 -0.0048
O 8.3266 12.2405 15.7591 -0.0057 0.0086 -0.0138
O 4.4342 2.8776 19.7856 -0.0196 0.0293 0.001
O 4.646 0.228 18.7366 -0.0041 -0.0226 0.0064
O 10.4664 10.0926 18.9421 0.0141 -0.0149 0.0051
O 6.7698 0.7009 17.01 -0.0028 -0.0302 -0.015
O 0.456 6.6739 12.7942 0.0144 -0.0078 -0.0197
O 0.9524 7.0186 10.2471 0.0048 -0.0062 0.0144
O 3.0704 7.1542 12.5003 0.0001 -0.0199 0.0213
O 3.9388 9.5544 19.7603 -0.0125 0.0011 0.0315
O 6.7497 5.1678 14.5923 0.0122 -0.0129 -0.0096
O 0.5421 0.8964 16.5224 -0.0029 -0.0114 -0.0273
O 1.5245 11.7657 17.0847 -0.0258 -0.0063 -0.013
O 5.2929 8.3345 13.2542 -0.0117 -0.0071 0.0231
O 2.9874 12.3695 12.6488 -0.0055 0.0129 -0.0007
O 6.3949 3.2057 12.8132 0.011 0.0157 -0.0071
O 2.7659 9.2929 16.5486 -0.0053 0.0002 -0.0259
O 5.9944 7.895 19.744 0.0053 0.0077 0.0314
O 1.9524 6.3974 19.7362 -0.0088 -0.0191 -0.0183
O 1.4395 9.6882 19.1184 -0.013 -0.0011 0.0119
O 9.4354 9.7059 15.4476 -0.002 0.023 -0.0188
O 2.8755 8.9175 10.2157 -0.0202 0.0103 -0.018
O 9.0031 9.0526 12.9711 -0.0053 0.0238 0.01
O 2.1205 7.2733 14.9598 0.02 -0.0054 -0.0004
O 9.1418 3.8843 18.7521 -0.0007 0.0168 0.0121
O 4.7063 7.8878 15.7493 -0.0033 0.0047 -0.0144
O 7.2307 1.5934 10.7931 -0.0086 0.0035 -0.0011
O 8.1125 6.3705 19.0911 -0.014 -0.0082 0.0062
O 5.8314 5.1131 9.6461 0.0049 -0.0229 -0.0009
O 6.9808 -0.9218 19.0482 -0.0094 0.0198 -0.0064
O 10.8271 2.1334 10.1042 0.0046 0.0138 0.0005
O 8.9407 2.385 12.682 -0.0197 0.0111 0.0145
O 9.6644 11.5255 13.547 -0.0109 -0.026 0.009
O 6.5695 4.2008 18.7334 0.0033 0.0128 0.0154
O 6.0207 10.0417 9.9282 0.0288 -0.0109 -0.0035
O 1.3071 11.1028 10.2535 -0.0036 -0.0013 -0.0076
O 5.1261 10.4708 14.7453 0.0018 -0.0006 0.0118
O 1.6709 10.894 14.644 0.0146 0.0173 0.0183
O 11.3627 13.0745 18.6105 -0.0021 0.0045 0.008
O 5.4204 11.847 16.9518 0.0054 0.0296 -0.0176
O 8.0478 10.9872 11.3553 -0.0047 -0.0015 -0.0001
O 11.3088 5.0094 19.6298 -0.0021 0.0059 0.0089
O 8.3342 1.4775 15.0493 0.0116 -0.0036 -0.001
O 2.4173 4.0424 18.5944 0.0147 0.0147 0.0302
O 3.7696 11.6235 10.3479 0.0029 0.0117 0.0076
O 9.1785 0.576 19.6979 0.0122 -0.0204 0.013
O 2.6528 2.5936 12.5923 0.0027 0.0128 -0.005
O 3.61 12.6273 15.152 0.0085 -0.0182 -0.0144
O 7.9823 4.0837 10.8942 -0.0213 -0.0145 -0.0026
O 5.0986 0.243 11.2918 0.0086 -0.0093 -0.0113
O 4.4254 5.4884 19.4615 -0.0153 -0.0261 -0.0121
O 6.1691 13.0572 14.6692 -0.0155 -0.0104 0.0321
O 3.0429 6.5492 17.3508 0.0016 0.0017 0.0004
O 2.7491 0.8478 10.6556 -0.0087 0.0013 0.0122
O 0.2659 9.4374 16.7768 0.003 0.01 0.0334
O 5.1941 5.6378 12.6003 -0.0059 -0.0004 0.0072
O 2.1026 4.9309 13.7415 0.0123 -0.0019 0.0005
O 6.8857 12.6057 9.669 -0.0076 0.0113 0.0176

Results
free energy: -164939.227 eV
free energy less fixed offsets of B -155.45, O -569.03, Si -635.61 eV per atom: -4.527 eV

The program warned: the cutoff lies below the one the program advises for these potential files; the forces do not sum to zero within the program's tolerance; the exchange-correlation potential is rough where the density is thin.
